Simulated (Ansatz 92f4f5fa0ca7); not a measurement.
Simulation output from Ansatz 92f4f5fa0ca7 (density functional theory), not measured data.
Periodic cell of 208 atoms, Si128O80, from a study of silicon, its oxide and their interface. The atomic structure is a simulated model.
This geometry differs little from another in the collection (a relaxation step or a small displacement).

Settings
functional: r2SCAN
potential files: Ansatz PAW
basis: plane waves
wave-function cutoff: 800 eV
density cutoff ratio: 5
exchange-correlation grid ratio: 1
k mesh: 1 x 1 x 1, shifted by 0.5 0.5 0 of a step
self-consistency stop: 1e-10 eV per atom in the density residual
occupations: fixed
spin: none
net charge: 0

Cell vectors (angstrom)
a 10.88 0 0
b 0 10.88 0
c -3.613 4.7851 30.8832

Atoms: element, x, y, z (angstrom)
Si 0.4313 3.553 0.165
Si 3.278 6.3239 0.1181
Si -0.5288 -0.778 0.2133
Si -8.7194 1.8953 0.1468
Si -5.8882 4.6004 -0.0149
Si -3.279 7.403 0.154
Si -5.0074 -1.7845 0.2588
Si -2.2657 0.8484 0.3319
Si -1.316 2.667 1.4546
Si 1.4321 5.3869 1.2868
Si -1.4341 -2.6212 1.3681
Si 1.3019 0.0803 1.3944
Si -6.8623 2.8465 1.2877
Si -4.162 5.5363 1.3174
Si 4.1509 8.0611 1.4626
Si -4.0488 -0.0578 1.5111
Si -2.7539 4.118 2.6237
Si 0.0133 6.8104 2.5798
Si -2.7086 -1.3658 2.9131
Si -0.0092 1.3483 2.8904
Si 2.717 4.1064 2.7997
Si 5.4579 6.7684 2.8852
Si 2.7091 9.5141 2.6444
Si -5.4842 1.4229 2.6332
Si -4.0956 2.7463 4.0312
Si -1.3482 5.4548 3.977
Si -4.0702 8.1411 4.1942
Si -1.3552 -0.0019 4.2341
Si 1.3633 2.7396 4.1421
Si 4.072 5.4266 4.1891
Si 1.351 8.1564 4.0262
Si 4.0689 0.0164 3.9995
Si -2.7602 1.401 5.477
Si -0.0331 4.1102 5.4177
Si -2.6605 6.7712 5.428
Si 0.0347 9.4854 5.4864
Si 2.7324 1.3445 5.4108
Si 5.458 4.0579 5.481
Si 2.6973 6.8311 5.4683
Si -5.4629 -1.3189 5.4239
Si -1.3708 2.7614 6.8153
Si 1.3254 5.4399 6.7953
Si -1.3495 8.1242 6.8129
Si 1.3935 0.0154 6.7966
Si 4.0724 2.6734 6.7889
Si -4.0256 5.4455 6.786
Si -6.7982 -2.6657 6.8067
Si -4.1096 -0.0005 6.8162
Si -2.7089 4.1182 8.1947
Si -0.019 6.7737 8.1775
Si -2.7279 9.4885 8.1489
Si 0.0097 1.3694 8.143
Si 2.695 4.0413 8.1161
Si -5.3662 6.8499 8.1102
Si 2.7437 -1.2987 8.1809
Si 5.3939 1.3279 8.1699
Si -4.1208 2.7197 9.4294
Si -1.3624 5.4625 9.6065
Si -4.0453 8.1628 9.6023
Si -1.353 -0.026 9.459
Si 1.3529 2.7076 9.5595
Si 4.1263 5.4377 9.3343
Si 1.3512 8.1871 9.4222
Si 4.0843 0.0132 9.6249
Si -2.7633 1.3504 10.7179
Si 0.0052 4.0847 10.9324
Si -2.6775 6.823 11.0423
Si 0.007 -1.3949 10.8314
Si 2.7009 1.3761 10.9948
Si -5.4681 4.0995 10.7479
Si 2.8109 6.8436 10.6115
Si -5.4099 9.5288 10.9809
Si -1.4529 2.6493 12.1443
Si 1.5114 5.5661 12.0144
Si -1.267 8.2218 12.41
Si 1.3514 -0.1086 12.2681
Si -6.8196 2.8657 12.2494
Si -4.121 5.3531 12.22
Si 4.0604 8.0638 12.1725
Si -4.0456 0.1012 12.2585
Si -3.2853 3.4958 13.4006
Si 0.6251 7.1738 13.4628
Si -2.2256 -0.762 13.5161
Si -0.5009 0.8687 13.3169
Si 1.9921 6.6353 -8.3769
Si -5.8507 6.3177 13.4491
Si 2.389 -1.8545 13.5267
Si -5.0741 1.8953 13.4321
Si -7.6837 4.7382 13.4384
Si -5.2595 3.6774 -2.1586
Si 3.5253 2.0841 18.1893
Si -6.3355 4.3636 -4.9538
Si 1.837 5.1825 -3.8998
Si 3.6681 -1.3407 15.4988
Si -0.1545 1.903 15.3322
Si 1.5495 0.0944 17.2807
Si 3.0213 7.3791 -1.9382
Si -5.2908 7.117 15.5877
Si -2.0294 6.7023 -5.4954
Si -3.6108 -0.6021 -8.4783
Si -0.3276 3.8814 -2.0282
Si -1.823 -1.9326 20.7947
Si -5.7071 -1.4054 -1.9326
Si 1.2323 2.4879 -7.4817
Si -5.534 1.3226 15.6915
Si -5.1944 6.3179 18.3892
Si -2.5542 4.6715 18.8469
Si -0.8052 -1.462 -4.9358
Si -6.1693 6.94 -6.8292
Si -3.1609 2.7558 21.2678
Si -5.5445 0.855 20.3626
Si -3.4827 -0.4199 -3.932
Si -1.829 6.5915 -2.4582
Si -2.6967 2.0736 -2.4737
Si 3.0518 4.8254 19.3635
Si 0.2339 5.211 -6.3574
Si -4.3578 -1.6155 18.9827
Si 0.3968 -2.0279 -2.4061
Si -3.5752 7.2261 -8.0242
Si -5.513 -0.88 -6.2598
Si -0.8209 0.0911 -7.6104
Si -0.3706 -2.2567 18.0633
Si -2.873 2.7588 16.3123
Si 3.5844 1.2738 -2.5017
Si -2.9276 -1.8489 16.3335
Si 3.6089 1.6296 -5.5281
Si 0.412 5.7841 18.2633
Si 0.979 4.8087 15.4049
O -1.485 1.9308 16.2688
O -5.9788 -0.2487 15.4784
O 2.6208 -0.9239 16.6489
O -5.1638 6.9013 -8.1159
O -1.3536 5.1308 -1.9881
O -2.7556 1.0815 -1.2105
O -2.0598 -1.1657 -3.9581
O -1.2835 -0.4988 21.3195
O -1.0346 7.9784 -5.6415
O 3.0469 1.516 -4.0015
O -5.1565 7.8978 18.7149
O -2.8391 3.7426 17.5725
O -3.3135 -1.8183 20.1968
O 3.1988 6.7344 -7.3262
O 0.3493 6.186 14.7838
O 0.9292 5.8459 -5.0391
O -0.4994 7.5055 -2.3971
O -2.575 -0.834 15.1337
O -5.0262 -0.4002 -7.7239
O -2.9631 7.1092 -1.4384
O 0.9975 1.137 16.1772
O -6.4521 8.0834 -2.3785
O -3.6715 3.3359 -2.1891
O 0.4738 -1.4851 -3.9329
O 0.5787 3.6626 -6.5833
O -1.1099 5.4336 18.7612
O -6.6551 1.9182 16.7295
O 1.5812 5.5122 19.3561
O -3.8376 7.8663 15.6671
O -3.6866 -1.1421 17.5817
O -2.3911 0.353 -7.9674
O -6.6437 0.1659 -5.808
O -1.8976 2.0168 21.9451
O 0.2508 3.4378 14.929
O -0.8699 -2.3902 19.5918
O -2.461 6.5475 -3.9465
O -1.182 2.635 -2.6608
O 2.5817 6.3368 -3.0811
O -1.8009 7.882 22.0164
O 0.0815 1.4094 -7.8373
O -6.1694 2.8635 -5.6158
O -1.5533 -2.42 16.9683
O 0.9547 4.2072 -2.9674
O -6.5765 5.7797 19.0083
O -4.098 1.6867 16.405
O -6.7764 -0.2283 -2.2428
O -6.0148 -2.4369 -6.179
O -6.0497 2.26 -2.2047
O -4.1503 1.5915 20.7266
O -5.5636 4.4997 -3.529
O 1.8736 -2.3521 -1.8424
O -0.2595 -0.9469 -1.406
O 2.9573 4.3353 -4.6624
O -6.3418 0.3771 21.7075
O -2.9854 3.7249 15.0116
O 2.4261 1.8406 -6.6063
O 0.6611 6.0841 -7.6366
O -3.2327 1.1753 -3.7145
O -3.2907 6.8742 -6.4676
O 0.3736 -0.8286 17.8949
O -2.5519 3.711 20.1351
O 2.394 1.5673 -1.4532
O 3.3518 4.3439 20.8568
O 0.5731 7.3389 17.8385
O -0.6484 -0.3247 -6.0529
O -3.1504 -2.1149 -8.1924
O -5.2535 6.0221 16.7918
O 2.9914 3.5947 18.3211
O -3.8157 5.6907 18.9885
O 2.5449 4.6596 14.9715
O 2.3167 1.0101 18.373
O -6.3624 1.8959 19.4491
O -4.3666 -1.1081 -2.7775
O -5.9033 5.6576 -5.8386
O -5.3589 -0.4598 19.4589
O -4.2085 -0.6919 -5.3307
O 0.7607 4.8673 16.99
O -0.3076 -1.1186 -8.5332
O -1.3363 5.3557 -6.0582
O -6.5016 8.1514 15.9446

Results
free energy: -127505.965 eV
free energy less fixed offsets of O -570.45, Si -639.56 eV per atom: -6.285 eV

Forces (eV/angstrom), in the order of the atoms: element, x, y, z
Si 0.0022 -0.001 0.0007
Si 0.0002 -0.0025 -0.0034
Si -0.0059 0.0051 0.029
Si -0.0045 0.0049 0.0242
Si -0.0035 0.0032 0.0007
Si -0.0048 0.0057 0.0273
Si 0.0011 0 0.0014
Si 0.0071 -0.0036 0.0244
Si -0.0041 0.0004 -0.001
Si -0.0018 0.0024 0.0006
Si -0.0004 -0.0009 -0.0032
Si 0.001 0.0004 -0.0013
Si -0.002 -0.0033 -0.0016
Si 0.0042 0.0018 -0.0014
Si -0.0022 0.0023 0
Si 0.0004 0.0038 -0.0009
Si -0.0005 0.0001 0.0002
Si -0.0001 0.001 0.0004
Si -0.001 -0.0001 0.0006
Si 0.0006 0 -0.0004
Si 0.0016 0.001 -0.0003
Si -0.0013 -0.0015 -0.0007
Si -0.0012 0.0004 0.0004
Si 0 0.0004 -0.0007
Si 0.0003 0.0001 -0.0006
Si -0.0005 -0.0005 -0.0003
Si -0.0003 0 0.0002
Si -0.0005 0.0008 -0.0008
Si 0 0.0003 0.0002
Si -0.0006 0.0009 0.0005
Si 0.0007 -0.0001 -0.0008
Si -0.0005 -0.0004 -0.0004
Si -0.0004 0.0006 -0.0005
Si 0 0.0004 -0.0006
Si -0.0002 -0.0003 -0.0005
Si 0.0007 0.0001 0
Si -0.0001 0.0002 -0.0005
Si 0.0002 -0.0001 -0.0007
Si -0.0002 0.0008 -0.001
Si -0.0004 0 -0.0007
Si 0.0007 0.0006 -0.0002
Si -0.0007 -0.0004 -0.001
Si -0.0003 -0.0003 -0.0005
Si 0.0007 0.0004 -0.0005
Si -0.0004 -0.0003 -0.0008
Si 0.0007 0.0006 -0.0005
Si 0.0004 0.0005 -0.0003
Si -0.0004 -0.0001 -0.0006
Si -0.0001 0.0002 -0.0002
Si -0.0003 -0.0001 -0.0003
Si -0.0002 -0.0002 -0.0004
Si 0.0002 0 -0.0008
Si -0.0004 0.0004 -0.0003
Si -0.0001 -0.0002 -0.0005
Si -0.0004 0.0002 -0.001
Si -0.0005 -0.0002 -0.0005
Si -0.0002 0.0003 0.0005
Si 0.0001 -0.0003 -0.0002
Si 0.0005 0.0001 0.0002
Si 0.0008 -0.0001 0.0004
Si 0.0001 -0.0004 0.0005
Si 0.0004 0.0001 0.0001
Si 0.0008 0.001 -0.0001
Si -0.0003 -0.0006 0.0004
Si 0.0007 -0.0004 0.0003
Si 0.0006 0.0001 0.0018
Si -0.0002 0.0003 0.0019
Si 0.0003 -0.0003 0.0004
Si 0.0003 0.0003 0.0009
Si -0.0002 -0.0003 0.0006
Si 0.0004 0.0009 0.0001
Si -0.0007 0.0001 0.0011
Si 0.001 -0.0018 -0.0014
Si -0.0004 -0.0006 -0.0037
Si 0.002 -0.0007 -0.003
Si -0.0013 -0.0023 -0.0023
Si 0.0023 -0.0001 -0.003
Si -0.0025 0.0004 -0.0023
Si -0.0028 -0.0031 -0.004
Si -0.0001 0.0032 -0.003
Si 0.0048 0.003 0.0255
Si -0.0035 -0.0086 0.0213
Si -0.0067 -0.0035 0.0343
Si 0.0012 0.0017 -0.0001
Si 0.0005 -0.006 0.1137
Si 0.0006 0.0019 0.0036
Si 0.0019 0.0002 0.0027
Si 0 -0.0032 0.0038
Si -0.0065 -0.0005 0.023
Si 0.0029 0.0023 0.0762
Si 0.0105 0.0185 0.1095
Si 0.0037 -0.0135 0.1036
Si 0.0058 0.0024 0.1077
Si 0.0005 0.0039 0.0584
Si 0.0082 0.0003 0.0603
Si -0.0105 -0.0004 0.0863
Si 0.014 0.0022 0.0646
Si 0.0164 -0.0045 0.0724
Si 0.0127 0.0047 0.1127
Si -0.0064 -0.0062 0.133
Si -0.0035 -0.0123 0.0661
Si 0.0086 0.0092 0.1409
Si -0.0104 -0.0148 0.0633
Si 0.0076 -0.0106 0.1224
Si -0.0127 0.0055 0.074
Si -0.0048 -0.0025 0.0967
Si 0.0016 -0.0059 0.1118
Si 0.0043 -0.0123 0.114
Si 0.0125 -0.0116 0.1013
Si -0.0059 -0.0083 0.1212
Si 0.0071 -0.0003 0.1271
Si -0.007 0.0168 0.1038
Si -0.0041 -0.0034 0.0947
Si 0.0069 0.0037 0.0707
Si 0.013 -0.0116 0.1178
Si -0.0088 0.0118 0.1121
Si 0.0032 0.0127 0.1115
Si 0.0039 0.0095 0.088
Si -0.026 -0.0007 0.1201
Si 0.002 0.0111 0.1073
Si 0.0043 0.0112 0.1164
Si -0.01 -0.0113 0.0988
Si 0.0005 0.0146 0.0866
Si 0.001 -0.0057 0.092
Si 0.0041 -0.01 0.098
Si 0.0133 0.0102 0.1089
Si -0.0027 0.0081 0.0903
Si -0.0089 -0.0066 0.079
O 0.0124 -0.0059 -0.0353
O -0.0006 -0.0011 -0.0275
O 0.0213 -0.0165 -0.0491
O 0.0181 0.0013 -0.0484
O -0.0081 0.0165 -0.029
O -0.0065 0.013 -0.0505
O 0.0133 -0.0061 -0.0419
O -0.0022 -0.0294 -0.0604
O -0.0031 -0.006 -0.0397
O -0.0002 0.0055 -0.0785
O -0.0046 -0.0128 -0.0381
O -0.005 -0.0332 -0.07
O -0.0298 -0.0014 -0.0646
O -0.0309 -0.0008 -0.0518
O 0.0013 0.019 -0.037
O -0.0207 -0.0012 -0.0738
O -0.0028 -0.0019 -0.0328
O 0.0109 0.0177 -0.0606
O 0.0289 0.0058 -0.0724
O 0.0186 -0.0093 -0.0537
O -0.0191 0.0161 -0.0487
O -0.0002 0.0039 -0.0323
O 0.0013 -0.0047 -0.0252
O -0.0158 0.0078 -0.0614
O 0.0057 -0.0196 -0.0488
O 0.0124 0.003 -0.0338
O 0.0279 -0.0132 -0.0704
O -0.0198 0.006 -0.0429
O -0.0143 -0.0075 -0.0343
O 0.0156 -0.0014 -0.0692
O -0.013 -0.0039 -0.0424
O 0.0083 -0.0155 -0.0372
O -0.0147 0.0195 -0.047
O -0.002 -0.0062 -0.0253
O 0.0278 -0.0064 -0.0825
O -0.0005 0.0052 -0.0798
O -0.0075 -0.0034 -0.0302
O -0.0174 -0.0255 -0.0584
O 0.0094 0.0275 -0.0871
O -0.0036 -0.003 -0.0361
O -0.0046 -0.0101 -0.0354
O -0.0208 0.0044 -0.0453
O 0.0229 0.0196 -0.0564
O 0.0212 0.0127 -0.041
O -0.0101 -0.0043 -0.0383
O -0.0067 0.0151 -0.0315
O -0.0006 -0.0133 -0.0374
O -0.0083 -0.0076 -0.0327
O -0.0161 -0.0103 -0.0435
O -0.0176 0.0093 -0.0776
O -0.0137 0.0046 -0.0272
O 0.0093 -0.0166 -0.0524
O 0.0125 -0.004 -0.0395
O 0.0284 -0.0052 -0.079
O -0.0058 0.0059 -0.053
O -0.0366 0.0105 -0.0611
O 0.023 0.0172 -0.065
O -0.0079 -0.0233 -0.0416
O -0.0192 0.0092 -0.0705
O 0.0172 0.0168 -0.0366
O 0.0123 0.0369 -0.0788
O 0.016 -0.007 -0.051
O -0.012 0.0139 -0.1063
O 0.0036 -0.0002 -0.0306
O 0.0004 0.026 -0.0831
O 0.0048 0.008 -0.0414
O -0.0042 0.0107 -0.0744
O -0.0013 -0.0179 -0.0428
O -0.0091 0.0055 -0.0381
O 0.0165 0.0022 -0.0378
O -0.0135 -0.0152 -0.0421
O -0.0275 0.0133 -0.07
O 0.028 0.0139 -0.058
O 0.0004 0.0384 -0.0563
O 0.0067 -0.0247 -0.0489
O -0.0266 -0.0105 -0.0723
O 0.0066 -0.015 -0.0696
O 0.0199 -0.0313 -0.0672
O 0.0085 -0.008 -0.0398
O -0.0063 0.0042 -0.0352

The program warned: the cutoff lies below the one the program advises for these potential files; the forces do not sum to zero within the program's tolerance; empty levels may hold ghost states of the PAW files; the exchange-correlation potential is rough where the density is thin.
